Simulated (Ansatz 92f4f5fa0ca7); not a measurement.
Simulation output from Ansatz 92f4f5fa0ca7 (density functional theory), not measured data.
Periodic cell of 215 atoms, Si133O82, from a study of silicon, its oxide and their interface. The atomic structure is a simulated model.
Doubt: the cutoff is low for norm-conserving oxygen, so forces and energies are approximate.

Settings: functional HSE06; potential files SPMS norm-conserving; basis plane waves; wave-function cutoff 800 eV; density cutoff ratio 4; exchange-correlation grid ratio 1; k mesh 1 x 1 x 1, Gamma-centred; occupations fixed; spin none; net charge 0.

Cell vectors (angstrom)
a, 10.938, 0, 0
b, 0, 10.938, 0
c, 0, 0, 31.5681

Atoms: element, x, y, z (angstrom)
Si, 0.5028, -0.3755, 24.1843
Si, 5.0382, 0.6495, 24.1588
Si, 3.2631, 2.3662, 24.1309
Si, 7.865, 3.3279, 24.1725
Si, -0.6618, 5.9571, 24.0594
Si, 6.1568, 5.031, 24.3307
Si, 2.2109, 8.8229, 24.2078
Si, 8.6468, 7.7896, 24.283
Si, 1.4591, 1.415, 25.3809
Si, 6.8688, 1.4896, 25.3716
Si, 4.2, 4.1384, 25.375
Si, 9.5738, 4.207, 25.4971
Si, 1.2892, 6.8717, 25.2317
Si, 6.9191, 6.8578, 25.5722
Si, 4.0975, 9.6956, 25.3524
Si, 9.6493, 9.5934, 25.4146
Si, 2.7391, 0.0296, 26.8177
Si, 8.2022, 0.0203, 26.7206
Si, 0.0242, 2.7464, 26.7396
Si, 5.4823, 2.7616, 26.8183
Si, 2.7135, 5.501, 26.6697
Si, 8.215, 5.472, 26.9147
Si, 0.0125, 8.1797, 26.791
Si, 5.4339, 8.2554, 26.7469
Si, 4.1018, 1.3673, 28.1499
Si, 9.5708, 1.3673, 28.1499
Si, 1.3673, 4.1018, 28.1499
Si, 6.8362, 4.1018, 28.1499
Si, 4.1018, 6.8362, 28.1499
Si, 9.5708, 6.8362, 28.1499
Si, 1.3673, 9.5708, 28.1499
Si, 6.8362, 9.5708, 28.1499
Si, 0, 0, 29.5171
Si, 5.469, 0, 29.5171
Si, 2.7345, 2.7345, 29.5171
Si, 8.2035, 2.7345, 29.5171
Si, 0, 5.469, 29.5171
Si, 5.469, 5.469, 29.5171
Si, 2.7345, 8.2035, 29.5171
Si, 8.2035, 8.2035, 29.5171
Si, 1.3673, 1.3673, 30.8844
Si, 6.8362, 1.3673, 30.8844
Si, 4.1018, 4.1018, 30.8844
Si, 9.5708, 4.1018, 30.8844
Si, 1.3673, 6.8362, 30.8844
Si, 6.8362, 6.8362, 30.8844
Si, 4.1018, 9.5708, 30.8844
Si, 9.5708, 9.5708, 30.8844
Si, 2.7345, 0, 0.6835
Si, 8.2035, 0, 0.6835
Si, 0, 2.7345, 0.6835
Si, 5.469, 2.7345, 0.6835
Si, 2.7345, 5.469, 0.6835
Si, 8.2035, 5.469, 0.6835
Si, 0, 8.2035, 0.6835
Si, 5.469, 8.2035, 0.6835
Si, 4.1018, 1.3673, 2.0507
Si, 9.5708, 1.3673, 2.0507
Si, 1.3673, 4.1018, 2.0507
Si, 6.8362, 4.1018, 2.0507
Si, 4.1018, 6.8362, 2.0507
Si, 9.5708, 6.8362, 2.0507
Si, 1.3673, 9.5708, 2.0507
Si, 6.8362, 9.5708, 2.0507
Si, 0, 0, 3.418
Si, 5.469, 0, 3.418
Si, 2.7345, 2.7345, 3.418
Si, 8.2035, 2.7345, 3.418
Si, 0, 5.469, 3.418
Si, 5.469, 5.469, 3.418
Si, 2.7345, 8.2035, 3.418
Si, 8.2035, 8.2035, 3.418
Si, 1.4094, 1.3185, 4.7541
Si, 6.8586, 1.3558, 4.8369
Si, 4.0694, 4.1016, 4.6829
Si, 9.5733, 4.0703, 4.9051
Si, 1.3661, 6.7864, 4.8241
Si, 6.8334, 6.8074, 4.7631
Si, 4.1104, 9.5305, 4.8535
Si, 9.5239, 9.6168, 4.6779
Si, 2.6971, -0.0583, 6.2085
Si, 8.1929, -0.1069, 6.201
Si, 0.0483, 2.5633, 6.2133
Si, 5.4095, 2.7849, 6.0499
Si, 2.6411, 5.2355, 6.1606
Si, 8.1083, 5.4736, 6.2518
Si, -0.0853, 8.2497, 5.9868
Si, 5.4112, 8.0427, 6.203
Si, 3.7345, 1.7507, 7.3162
Si, 10.0421, 0.7503, 7.436
Si, 1.889, 3.3429, 7.5209
Si, 6.2076, 4.5352, 7.4279
Si, 4.2846, 6.2742, 7.4214
Si, 9.088, 7.3883, 7.2698
Si, 0.929, 9.8042, 7.4257
Si, 7.2028, 9.0251, 7.4081
O, 6.6179, 3.7876, 8.8678
O, 6.6722, 9.4958, 8.939
O, 9.9186, 7.1686, 8.7157
O, 1.4483, 8.8634, 8.7283
O, 4.492, 1.4169, 8.7735
O, 1.6394, 3.4431, 9.1885
O, 9.4697, 1.4542, 8.8305
O, 3.2637, 6.6658, 8.7316
O, 7.9635, 8.257, 22.8489
O, 8.3969, 3.322, 22.5651
O, 6.2032, 5.54, 22.7433
O, 2.8547, 2.8473, 22.5667
O, 11.1329, 11.039, 22.6131
O, -0.7776, 5.3667, 22.4732
O, 2.4905, 8.6575, 22.582
O, 5.6594, 0.5333, 22.6234
Si, 9.4374, 1.7237, 10.4296
Si, 4.0971, 11.9538, 10.2991
Si, 7.5575, 4.1415, 10.1452
Si, 6.6811, 6.8341, 11.3248
Si, -3.0528, 7.4938, 17.0646
Si, 5.1692, 6.0771, 21.6259
Si, 7.5782, 6.3505, 14.1276
Si, 10.52, 2.1933, 19.5754
Si, 2.7386, -2.8494, 9.3782
Si, 8.9729, -0.6983, 12.3944
Si, 12.496, 2.5242, 10.5562
Si, 3.257, 6.4429, 14.9981
Si, -1.64, 4.2839, 21.5649
Si, 9.0441, 0.6936, 14.9079
Si, 6.6293, 2.5133, 16.9334
Si, -4.4126, -0.225, 13.9385
Si, 7.45, 6.1755, 19.7614
Si, 10.7654, -0.3644, 21.0917
Si, 9.3339, 6.4582, 10.0396
Si, 16.3566, 4.2613, 14.6852
Si, 2.4622, 9.1028, 16.3536
Si, -1.3174, 2.9957, 16.6357
Si, 3.5734, 8.5829, 21.3808
Si, 2.3244, 3.002, 18.7845
Si, -0.7407, 7.3384, 12.6307
Si, 5.6967, -0.1579, 21.1541
Si, 3.4376, 3.782, 21.3623
Si, 8.1892, 8.8039, 21.3383
Si, 12.0544, 4.9405, 16.5974
Si, 5.127, 2.3029, 19.4372
Si, 7.2767, 10.3184, 16.6177
Si, 12.6818, 9.0924, 19.2515
Si, 5.3555, 9.2478, 9.8706
Si, 3.3636, 10.7598, 13.868
Si, 2.2788, -2.8992, 12.5956
Si, 11.0483, -3.1993, 17.2908
Si, 3.5611, 2.5995, 12.6284
O, 9.9555, 1.9152, 15.4467
O, 24.7697, 12.2924, 13.5076
O, 9.1394, 0.2775, 11.1174
O, 5.8807, 5.9196, 20.1641
O, 6.6765, 0.8499, 17.0942
O, 4.8532, 3.1718, 20.7948
O, 5.7508, 0.8942, 19.9227
O, -2.0467, 4.9459, 9.6329
O, 7.5, 1.0815, 14.3554
O, 9.4938, 7.6412, 16.9246
O, 6.6444, 5.1805, 11.0823
O, 3.3241, 7.7407, 16.0129
O, 2.4172, 3.9544, 20.1103
O, 6.9129, 4.8285, 14.2183
O, 5.5743, 3.068, 15.8047
O, 9.7836, -0.0367, 13.6628
O, 6.1807, 3.0245, 18.4243
O, 4.6051, 5.5642, 15.2585
O, 9.7149, -1.5987, 21.1771
O, 8.3686, 5.0043, 20.4223
O, 3.2322, -3.9331, 13.4496
O, 6.7286, 7.0939, 12.9335
O, 2.0318, 3.897, 17.4568
O, 9.9997, 0.8194, 20.2679
O, -0.5576, 6.4191, 11.2814
O, 4.4573, 3.6327, 13.5087
O, 4.0005, 9.0625, 8.9762
O, 7.0624, -1.0161, 21.0126
O, 10.919, 2.2512, 10.909
O, 9.1845, -4.4068, 13.6772
O, 0.8812, 8.6577, 16.157
O, 4.9273, 10.5901, 10.7129
O, 3.7066, 2.1504, 18.6214
O, 11.7136, 6.2628, 17.4672
O, 4.2797, -0.9445, 20.9954
O, -2.1013, 10.6066, 16.1768
O, 1.1259, 1.9635, 19.1083
O, 11.2901, 8.4042, 18.7554
O, 4.972, -0.0399, 13.57
O, 10.6068, 4.241, 16.2677
O, 4.8176, 7.6439, 21.8466
O, -2.7393, 2.7692, 10.8027
O, -2.9276, 7.3009, 10.5057
O, 0.7721, -3.2794, 13.1437
O, 2.6841, -1.3346, 12.9194
O, 2.9551, 10.3465, 15.4065
O, 9.5969, 8.7765, 12.1553
O, 4.5848, 13.0141, 11.4472
O, 6.4553, 9.8103, 15.296
O, 7.271, 8.9658, 17.5531
O, 7.5175, -4.6349, 18.1272
O, 7.3657, -0.9002, 12.7089
O, 9.7492, 2.485, 18.1747
O, 8.0109, 7.5953, 20.2909
O, 12.167, 10.2275, 20.3087
O, 8.0202, 3.2702, 16.5263
O, 2.5902, 9.5889, 17.9212
O, 10.3392, 3.3818, 20.6778
O, 2.2794, 3.2866, 11.835
O, 5.5237, 7.8577, 10.7584
O, 2.4397, -14.0185, 10.9757
O, 1.9576, 5.4558, 15.2868
O, 7.3638, 7.0591, 15.5781
O, 2.4196, 1.0958, 10.343
O, 3.7537, 5.2968, 21.8577
O, 2.748, 8.078, 20.0624

Results
free energy: -51797.496 eV
free energy less fixed offsets of O -447.96, Si -113.29 eV per atom: 2.794 eV
gap between the highest filled and lowest empty level on this k mesh: 1.426 eV

The program warned: the cutoff lies below the one the program advises for these potential files; the forces do not sum to zero within the program's tolerance; the exchange-correlation potential is rough where the density is thin.
